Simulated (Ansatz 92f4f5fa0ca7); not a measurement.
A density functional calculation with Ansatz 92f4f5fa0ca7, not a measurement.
Periodic cell of 240 atoms, Si143O91As6, from a study of silicon, its oxide and their interface. The atomic structure is a simulated model.
Doubt: the cutoff is far below the 930 eV that the study's wrapper takes by default for these files, so forces and energies are approximate.

Settings
functional: PBE
potential files: Ansatz PAW
basis: plane waves
wave-function cutoff: 580 eV
density cutoff ratio: 5
exchange-correlation grid ratio: 1
k mesh: 1 x 1 x 1, Gamma-centred
self-consistency stop: 5e-08 eV per atom in the density residual
occupations: fixed
spin: none
net charge: 0

Cell vectors (angstrom)
a  11.6015  0  0
b  0  10.938  0
c  0  0  31.8386

Atoms and the computed forces on them: element, x, y, z (angstrom), force x, y, z (eV/angstrom)
Si  0.2293  -0.0237  23.3871  0.2952  -0.3781  -0.1822
As  3.9245  -0.2386  23.063  0.2916  -0.5227  0.1545
Si  7.9275  0.0208  23.2446  -0.0564  -0.0847  0.0695
As  2.1156  1.4164  23.081  -0.3066  0.6266  0.1124
Si  5.8514  1.1904  23.3422  -0.3541  0.0727  -0.2042
Si  9.903  1.2825  23.3001  0.0985  0.0255  0.0438
Si  -0.0745  5.1639  23.2457  0.1365  0.0239  0.0667
As  3.8049  5.3249  22.8607  -0.1209  -0.0612  0.031
Si  7.6652  5.3892  22.9378  -0.0666  0.0677  0.0735
Si  1.7653  6.7055  23.11  0.0751  0.2154  -0.3302
Si  5.7643  6.7138  23.1672  -0.2841  0.2908  -0.1857
Si  9.6591  6.5364  23.3536  0.0072  0.0235  0.002
Si  2.0681  2.6606  25.1598  -0.124  -0.1638  -0.2016
Si  5.8043  2.7157  25.1198  0.0792  0.079  -0.0221
Si  9.7214  2.7074  25.1367  -0.0091  0.0021  0.0219
Si  11.7003  3.9385  25.1946  0.0963  -0.0337  0.0091
Si  3.8965  4.1516  25.0324  0.0129  0.0247  -0.0172
Si  7.7597  4.0173  24.9329  -0.0311  -0.0691  0.0474
Si  1.9577  8.0738  25.0837  -0.0361  0.0002  -0.0137
Si  5.8085  8.1547  25.0687  0.0106  0.0193  -0.0303
Si  9.6897  8.1596  25.0872  0.0245  -0.0073  0.0493
Si  11.6771  9.4565  25.194  -0.1227  -0.0063  -0.1286
Si  3.8587  9.4987  25.1432  0.1134  -0.0289  -0.349
Si  7.7647  9.51  25.0901  -0.0018  -0.0328  0.0011
Si  11.6089  -0.0113  27.0312  -0.0301  -0.0337  0.0186
Si  3.8888  -0.0252  27.0214  -0.0295  -0.1693  0.1147
Si  7.7282  -0.0239  27.0052  0.0357  -0.0144  -0.0232
Si  1.9676  1.3021  27.0536  0.0266  0.2364  0.0687
Si  5.8031  1.3467  27.0317  0.0018  0.0506  0.0222
Si  9.6593  1.3251  27.0345  0.0072  -0.0044  0.0002
Si  11.6414  5.4541  27.0124  -0.0383  -0.0113  0.0131
Si  3.9087  5.4655  27.0029  -0.0013  -0.1127  -0.0035
Si  7.7602  5.422  26.9271  0.0197  0.0522  0.0041
Si  1.9709  6.7905  27.0428  0.0261  0.0079  -0.0515
Si  5.8432  6.8089  27.0108  0.0194  0.035  -0.0164
Si  9.6894  6.7963  27.0106  -0.0318  -0.0347  0.017
Si  1.9336  2.7345  28.9393  0.0305  -0.0737  0.0731
Si  5.8008  2.7345  28.9393  -0.014  -0.0154  0.1935
Si  9.6679  2.7345  28.9393  -0.0216  -0.0251  0.074
Si  0  4.1018  28.9393  0.0148  -0.1139  0.0376
Si  3.8672  4.1018  28.9393  0.0669  -0.1232  -0.083
Si  7.7343  4.1018  28.9393  0.0199  -0.1333  -0.3624
Si  1.9336  8.2035  28.9393  0.0391  -0.0067  0.0048
Si  5.8008  8.2035  28.9393  0.0713  -0.0474  0.0134
Si  9.6679  8.2035  28.9393  0.005  -0.088  -0.0809
Si  0  9.5708  28.9393  0.0177  -0.0831  0.1908
Si  3.8672  9.5708  28.9393  0.047  -0.1736  0.1363
Si  7.7343  9.5708  28.9393  -0.0577  -0.0989  0.0658
Si  0  0  30.8729  -0.0089  -0.0363  0.0042
Si  3.8672  0  30.8729  0.0264  0.0107  0.0128
Si  7.7343  0  30.8729  0.0014  0.0374  -0.0002
Si  1.9336  1.3673  30.8729  -0.0094  0.0357  0.0082
Si  5.8008  1.3673  30.8729  0.0115  -0.0436  0.0154
Si  9.6679  1.3673  30.8729  0.0064  -0.0397  0.0002
Si  0  5.469  30.8729  0.0055  0.0386  0.0222
Si  3.8672  5.469  30.8729  0.0005  0.0642  0.0197
Si  7.7343  5.469  30.8729  -0.0204  0.1697  0.0112
Si  1.9336  6.8362  30.8729  -0.0056  0.0643  -0.0689
Si  5.8008  6.8362  30.8729  0.0053  -0.0722  -0.0166
Si  9.6679  6.8362  30.8729  -0.0077  -0.0433  -0.0127
Si  1.9336  2.7345  0.9679  0.0048  0.0644  -0.0581
Si  5.8008  2.7345  0.9679  0.0102  0.2302  -0.1586
Si  9.6679  2.7345  0.9679  -0.0802  0.1576  -0.0335
Si  0  4.1018  0.9679  -0.0658  0.0366  0.1008
Si  3.8672  4.1018  0.9679  0.0482  0.0115  0.0586
Si  7.7343  4.1018  0.9679  -0.0084  -0.0076  0.0188
Si  1.9336  8.2035  0.9679  -0.0135  0.058  -0.3221
Si  5.8008  8.2035  0.9679  0.0588  0.0583  0.1647
Si  9.6679  8.2035  0.9679  -0.0726  0.0874  0.058
Si  0  9.5708  0.9679  -0.0325  0.0315  -0.0938
Si  3.8672  9.5708  0.9679  0.0009  0.0556  0.0307
Si  7.7343  9.5708  0.9679  -0.0313  0.0781  -0.0039
Si  11.5546  0.0706  2.8437  -0.0129  -0.0764  0.0169
Si  3.8723  0.0601  2.8728  -0.0237  -0.0506  0.0022
Si  7.6992  0.0517  2.8824  0.008  -0.2415  -0.0744
Si  1.9098  1.3782  2.8936  0.0224  0.2059  -0.0467
Si  5.7888  1.4075  2.8935  -0.0104  0.0382  0.0299
Si  9.6263  1.3904  2.9013  0.0071  0.2068  -0.0401
Si  11.5568  5.4972  2.9015  0.0543  -0.0261  0.0355
Si  3.8801  5.5002  2.8958  -0.0485  -0.0039  0.0163
Si  7.7179  5.4674  2.9219  -0.0067  0.073  0.0211
Si  1.9195  6.825  2.8437  0.0315  -0.0758  -0.0212
Si  5.8008  6.8748  2.9419  -0.0081  0.0108  0.0037
Si  9.6338  6.8653  2.9168  -0.0241  -0.0323  0.0148
Si  1.9064  2.8332  4.7517  -0.111  0.0986  0.1988
Si  5.7851  2.7259  4.8555  -0.169  0.1045  0.0914
Si  9.6292  2.7106  4.8598  0.2607  -0.061  0.3322
Si  11.524  4.1675  4.8701  0.0266  -0.1444  -0.074
Si  3.877  4.1356  4.8362  -0.0622  -0.0829  -0.0935
Si  7.7096  4.1131  4.887  0.083  0.012  -0.1415
Si  1.9124  8.4078  4.5667  -0.0314  -0.0069  -0.073
Si  5.7673  8.2588  4.9061  0.1001  -0.0186  -0.0667
Si  9.618  8.2887  4.8277  -0.1437  0.0084  -0.113
Si  11.5545  9.6688  4.7478  0.029  -0.0481  0.1885
Si  3.8549  9.6826  4.8127  0.1846  -0.0134  0.0644
Si  7.6938  9.6685  4.8196  -0.1216  -0.0677  0.2784
Si  11.7341  0.1216  6.6529  0.0519  -0.092  0.0247
Si  3.7062  0.1436  6.7483  -0.3994  -0.2004  0.2937
As  7.7073  -0.0943  6.9547  0.0176  -0.53  -0.0913
As  1.897  1.7326  6.8549  0.002  0.1888  -0.15
Si  5.7716  1.3563  6.8067  0.3699  0.2729  -0.0103
As  9.6871  1.431  6.9801  0.0764  0.4919  -0.114
Si  11.5419  5.7561  6.6703  -0.0215  -0.0151  0.0401
Si  3.6805  5.6124  6.6756  0.0085  0.0483  0.0126
Si  7.6922  5.4834  6.8425  -0.0933  -0.002  0.0121
Si  1.8639  7.0348  6.3745  0.012  -0.0257  -0.0025
Si  5.735  6.8783  6.8837  0.0063  0.0203  -0.0229
Si  9.5109  7.0476  6.8396  0.0462  -0.0011  -0.0075
O  0.341  5.0658  8.1466  0.004  0.0429  0.0846
O  5.8303  7.9332  8.2088  -0.0245  -0.026  0.0219
O  7.7747  4.3541  8.1093  0.0248  0.0156  0.0503
O  5.9353  2.3555  8.138  0.0272  0.1409  0.203
O  3.1517  4.8986  8.1268  0.0042  -0.0084  0.0355
O  3.2611  10.1805  8.1098  -0.0874  -0.0786  0.1258
O  1.9423  7.8933  7.7888  -0.0077  -0.0448  0.0794
O  9.3007  8.2501  8.0353  0.0154  -0.0374  0.0194
O  0.5669  10.1443  7.9938  0.0661  -0.0599  0.1454
O  11.2752  4.3231  21.8169  -0.0369  -0.0084  -0.0078
O  7.6929  5.0853  21.2685  0.0268  -0.022  -0.0072
O  8.1884  10.1389  21.8117  -0.0009  -0.0139  -0.0146
O  10.128  1.9352  21.7923  0.0234  -0.0136  0.0153
O  10.1026  7.002  21.8239  -0.045  0.0107  -0.1151
O  1.5039  7.6672  21.7509  -0.0379  0.0332  -0.1813
O  5.8845  7.6486  21.78  0.046  0.0177  -0.117
O  5.6161  2.1165  21.9763  0.0419  0.0236  -0.0581
O  0.3727  10.0507  21.9754  0.0135  0.0074  -0.1609
Si  1.9037  9.3278  8.5289  0.0189  0.0388  -0.1561
Si  3.9581  5.275  9.4981  0.0064  0.0078  -0.0239
Si  5.3244  7.8104  9.7672  0.0176  -0.0005  -0.0242
Si  11.567  0.5421  13.8773  -0.0029  -0.0036  -0.0115
Si  0.8751  2.6958  18.3185  0.0088  0.0133  -0.0321
Si  7.733  6.7478  11.4848  0.0051  0.0064  -0.0251
Si  8.3899  4.4203  16.7921  0.0051  0.0081  0.0051
Si  9.862  8.2684  9.5879  -0.0374  0.0318  -0.0249
Si  2.5318  3.7217  11.8173  -0.0049  0.0168  0.0634
Si  10.1802  11.1141  11.0176  -0.0035  -0.0272  -0.0167
Si  4.9713  1.0968  15.5174  0.0035  0.01  -0.016
Si  11.3952  3.0633  11.0949  -0.0342  0.0411  0.0386
Si  0.1169  5.6803  9.6383  0.021  0.0437  -0.0367
Si  6.0479  3.768  14.7011  -0.0187  0.0006  -0.0077
Si  6.5441  3.6456  8.9441  0.0837  -0.0161  -0.0849
Si  2.9799  1.1331  13.1146  -0.0141  -0.0011  -0.0094
Si  11.7978  4.5782  13.5323  -0.0071  -0.0061  -0.0042
Si  8.2186  8.7656  13.7368  -0.0054  0.0016  -0.0195
Si  7.6165  0.6044  12.2438  0.021  -0.0031  0.0547
Si  9.777  7.4273  20.3092  0.0364  0.0243  0.0464
Si  7.7435  10.4641  20.2679  0.0262  0.024  -0.0028
Si  1.6098  7.7283  11.2041  -0.0024  -0.0135  0.0091
Si  11.1737  7.5634  13.4528  -0.005  -0.006  -0.0095
Si  6.5598  7.9481  20.33  -0.0054  -0.0552  0.0289
Si  3.9421  5.7263  15.6159  -0.0057  -0.0039  0.0032
Si  5.9155  1.971  20.3804  -0.0271  0.0272  0.1232
Si  10.6308  3.1627  20.8575  0.0211  0.0275  0.019
Si  0.7369  8.8772  20.9147  0.0513  -0.0755  0.1974
Si  1.3305  9.048  15.3514  -0.0156  -0.0029  -0.015
Si  2.4702  9.2153  18.2997  -0.0186  -0.0342  -0.0585
Si  0.9085  5.1832  16.4341  0.0081  0.0007  -0.0072
Si  9.0712  9.906  17.6978  0.0011  0.0024  -0.0035
Si  10.234  1.6854  16.3826  0.0028  -0.0079  -0.0268
Si  3.6678  8.1227  13.6102  0.0032  -0.003  -0.0084
Si  4.8729  10.1153  11.8293  -0.0146  0.0023  0.0392
Si  3.6959  1.1634  18.3049  0.0186  0.0306  -0.0186
Si  4.8347  7.3449  17.9137  0.0082  0.0012  -0.0458
Si  10.1481  6.8143  17.4812  0.002  0.0121  -0.0136
Si  7.3296  3.6702  11.9674  0.0369  -0.0042  0.0124
Si  7.8147  4.1946  19.8658  0.0238  -0.0172  -0.0192
Si  6.5212  9.3826  16.2091  0.0079  -0.0095  -0.0036
O  8.1811  7.7465  20.2528  -0.0374  -0.0086  -0.0017
O  10.3933  9.7545  10.0885  -0.002  -0.0045  0.05
O  1.4126  2.9854  10.8723  0.0156  -0.0047  -0.0468
O  1.0836  4.1864  17.7047  -0.0029  -0.0017  0.006
O  9.7794  8.4373  17.355  -0.0023  -0.0034  0.0008
O  7.9111  2.2141  12.5897  -0.0031  0.0117  0.0003
O  6.4108  9.539  19.986  -0.0367  0.0012  0.0079
O  7.5268  7.5787  12.8628  -0.0039  0.0027  0.0106
O  3.452  -0.0089  12.0204  0.0011  0.0006  0.0204
O  10.6308  1.5375  14.7895  -0.0056  0.0052  0.0135
O  8.836  7.6217  10.6621  0.002  0.0034  0.0138
O  8.0334  10.3551  13.3223  -0.0029  -0.0073  0.0198
O  0.4088  10.3038  14.905  0.0067  -0.007  0.0137
O  9.0533  10.2644  19.3016  0.0009  0.0019  -0.0136
O  4.2307  6.8599  14.4684  -0.0001  0.002  -0.0075
O  9.2928  3.5249  20.002  -0.0471  0.0097  -0.0132
O  10.9008  4.4553  10.3663  -0.0021  0.0131  0.0058
O  4.5303  1.6404  16.9878  -0.0134  0.0012  0.0091
O  2.8265  7.6351  12.2928  0.0026  -0.0052  -0.0049
O  11.8122  4.3872  15.1616  -0.0044  0.0011  0.0084
O  9.8076  8.383  13.7653  0.008  0  0.009
O  2.35  5.6793  15.8912  0.0007  -0.0002  -0.0006
O  4.5654  4.3272  15.0848  0.0005  -0.0024  0.0013
O  1.4164  6.2135  10.52  -0.0102  -0.0073  0.0125
O  10.9678  8.5205  20.096  -0.0084  -0.0161  0.004
O  0.5591  7.7378  14.7427  0.0026  0.0026  0.0034
O  9.9997  6.3829  19.0655  0.0035  0  0.0024
O  6.349  6.9227  10.6643  -0.0042  0.0257  -0.0106
O  7.4984  8.6022  15.1781  0.0008  -0.0009  0.0017
O  7.4766  9.8786  17.4068  0  0.0072  0
O  7.2369  1.0545  20.1298  -0.0058  -0.041  -0.0287
O  11.5839  1.8404  17.2717  0.0058  0.0078  0.0049
O  9.2477  2.9965  16.6383  0.0016  -0.0012  0.0073
O  11.0631  3.3519  12.6982  0.0152  -0.0152  -0.0178
O  2.7859  9.074  14.6102  -0.0013  0.0016  0.0038
O  6.0412  0.3209  11.9193  -0.0087  -0.0127  -0.0119
O  6.2554  4.1135  13.1143  -0.0061  0.0072  0.0082
O  5.0369  9.2897  10.4168  0.0107  0.0003  0.0199
O  1.5047  9.0653  16.9735  0.007  -0.0002  0.0065
O  6.3829  3.4142  19.847  -0.0121  -0.0281  0.0122
O  5.4776  4.8507  9.0929  -0.0411  -0.0308  0.025
O  0.1755  2.7476  19.7837  0.0348  -0.0324  0.0635
O  4.6592  5.978  17.0614  0.0075  0.0059  0.0026
O  5.747  10.6213  15.5345  -0.0014  -0.0051  -0.0093
O  6.9073  3.1797  10.4648  -0.0208  -0.0511  -0.0596
O  5.4098  8.4166  16.8495  -0.0017  0.0049  0.0043
O  8.5538  11.2466  10.9437  -0.0389  0.0079  0.0239
O  9.2395  5.8134  16.5417  -0.0021  -0.0051  -0.0146
O  11.0054  7.1265  9.4725  -0.0184  -0.0162  0.0266
O  3.4145  10.5191  18.0974  -0.0068  -0.0057  0.038
O  7.8001  4.6786  18.2978  0.0117  -0.0007  -0.0165
O  3.9632  6.8989  9.7375  -0.0096  -0.019  0.018
O  7.2215  4.4005  15.6467  0.0061  0.0016  0.0085
O  10.7771  1.6511  10.5293  -0.0164  -0.011  -0.0454
O  0.2723  8.1261  12.083  0.0082  -0.0045  0.006
O  3.4367  2.5918  12.5546  0.0048  0.0008  -0.0013
O  1.359  1.1794  13.3008  0.0054  0.0044  0.0049
O  10.9595  5.956  13.238  -0.005  0.0032  0.0078
O  8.1012  5.1436  11.7021  -0.0048  -0.0015  0.0099
O  4.5902  1.426  19.6361  -0.021  -0.0105  -0.0575
O  6.0345  2.155  14.8964  -0.0016  -0.0079  0.0041
O  2.3194  1.9895  18.4737  0.0307  -0.0223  0.0424
O  4.9276  9.0167  13.0536  0.0057  -0.0068  0.0131
O  5.8246  7.0609  19.176  0.0018  0.0118  0.0267
O  3.3896  7.877  18.4443  -0.0026  0.0061  0.0147
O  0.0701  6.4644  17.0117  0.0037  0.0071  0.0066
O  9.6429  0.2224  16.8348  -0.0033  -0.0002  0.0033
O  3.5662  4.5163  10.8651  -0.0146  0.006  -0.0091
O  1.7442  4.6331  12.9484  0.015  0.0002  -0.009
O  10.7532  0.0094  12.5505  -0.0044  -0.0093  -0.0032
O  3.6583  0.9291  14.5742  0.0082  -0.0069  0.0096
O  1.6879  9.4141  19.7054  0.0448  0.0343  0.0074
O  1.8324  8.9546  10.1271  -0.0037  0.043  -0.0399

Results
free energy: -171794.546 eV
free energy less fixed offsets of As -4856.12, O -568.88, Si -635.61 eV per atom: 2.484 eV

The program warned: the cutoff lies below the one the program advises for these potential files; the exchange-correlation potential is rough where the density is thin.
